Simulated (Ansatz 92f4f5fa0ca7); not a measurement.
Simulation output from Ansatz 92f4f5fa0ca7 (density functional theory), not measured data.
Periodic cell of 225 atoms, Si133O90H2, from a study of silicon, its oxide and their interface. The atomic structure is a simulated model.
Doubt: the cutoff is far below the 930 eV that the study's wrapper takes by default for these files, so forces and energies are approximate.
This geometry differs little from another in the collection (a relaxation step or a small displacement).

Settings
functional: PBE
potential files: Ansatz PAW
basis: plane waves
wave-function cutoff: 580 eV
density cutoff ratio: 5
exchange-correlation grid ratio: 1
k mesh: 1 x 1 x 1, Gamma-centred
self-consistency stop: 5e-08 eV per atom in the density residual
occupations: fixed
spin: none
net charge: 0

Cell vectors (angstrom)
a 10.938 0 0
b 0 10.938 0
c 0 0 33.0734

Atoms: element, x, y, z (angstrom)
Si 0.3337 -0.2398 25.7502
Si 5.2818 0.4098 25.5945
Si 2.9598 2.5251 25.5192
Si 8.1234 3.0683 25.5486
Si -0.3529 5.8628 25.6446
Si 5.8707 5.2341 25.6913
Si 2.6029 8.5757 25.6646
Si 8.4105 8.1427 25.3673
Si 1.4438 1.4146 26.9642
Si 6.9025 1.4972 26.8996
Si 4.1397 4.1035 26.8666
Si 9.5528 4.2358 26.9951
Si 1.3869 6.9259 26.879
Si 6.9379 6.9325 26.8857
Si 4.1673 9.7176 26.9549
Si 9.5805 9.5623 26.9071
Si 2.7459 0.0306 28.3452
Si 8.1967 0.0157 28.2508
Si -0.0055 2.7702 28.2727
Si 5.4665 2.7556 28.3006
Si 2.7308 5.4762 28.2333
Si 8.1702 5.5338 28.3466
Si -0.0108 8.2038 28.3053
Si 5.4804 8.2244 28.2549
Si 4.1018 1.3673 29.6552
Si 9.5708 1.3673 29.6552
Si 1.3673 4.1018 29.6552
Si 6.8362 4.1018 29.6552
Si 4.1018 6.8362 29.6552
Si 9.5708 6.8362 29.6552
Si 1.3673 9.5708 29.6552
Si 6.8362 9.5708 29.6552
Si 0 0 31.0224
Si 5.469 0 31.0224
Si 2.7345 2.7345 31.0224
Si 8.2035 2.7345 31.0224
Si 0 5.469 31.0224
Si 5.469 5.469 31.0224
Si 2.7345 8.2035 31.0224
Si 8.2035 8.2035 31.0224
Si 1.3673 1.3673 32.3897
Si 6.8362 1.3673 32.3897
Si 4.1018 4.1018 32.3897
Si 9.5708 4.1018 32.3897
Si 1.3673 6.8362 32.3897
Si 6.8362 6.8362 32.3897
Si 4.1018 9.5708 32.3897
Si 9.5708 9.5708 32.3897
Si 2.7345 0 0.6835
Si 8.2035 0 0.6835
Si 0 2.7345 0.6835
Si 5.469 2.7345 0.6835
Si 2.7345 5.469 0.6835
Si 8.2035 5.469 0.6835
Si 0 8.2035 0.6835
Si 5.469 8.2035 0.6835
Si 4.1018 1.3673 2.0507
Si 9.5708 1.3673 2.0507
Si 1.3673 4.1018 2.0507
Si 6.8362 4.1018 2.0507
Si 4.1018 6.8362 2.0507
Si 9.5708 6.8362 2.0507
Si 1.3673 9.5708 2.0507
Si 6.8362 9.5708 2.0507
Si 0 0 3.418
Si 5.469 0 3.418
Si 2.7345 2.7345 3.418
Si 8.2035 2.7345 3.418
Si 0 5.469 3.418
Si 5.469 5.469 3.418
Si 2.7345 8.2035 3.418
Si 8.2035 8.2035 3.418
Si 1.3923 1.3264 4.7218
Si 6.8663 1.346 4.873
Si 4.1456 4.0012 4.8129
Si 9.5751 4.0753 4.7638
Si 1.3644 6.8079 4.7859
Si 6.7658 6.8838 4.6887
Si 4.0924 9.5691 4.7946
Si 9.5735 9.5701 4.822
Si 2.6779 -0.0513 6.1393
Si 8.22 -0.0262 6.3014
Si -0.0141 2.6063 6.0682
Si 5.4892 2.6344 6.3401
Si 2.625 5.2939 6.0854
Si 8.0931 5.4676 5.9343
Si -0.0253 8.127 6.1766
Si 5.3904 8.1425 6.1394
Si 3.7581 1.482 7.5668
Si 9.954 1.0748 7.5774
Si 1.4972 3.6903 7.483
Si 6.6213 4.4325 7.4325
Si 4.1938 6.4377 7.326
Si 9.2107 6.9591 7.3195
Si 1.152 9.6725 7.4968
Si 7.0174 9.2297 7.4605
O 9.5303 6.966 24.97
O 4.099 1.4251 25.0174
O 8.1633 8.1136 7.8887
O 2.8071 2.7809 7.8566
O 6.9414 4.1313 25.0606
O 1.4364 9.6233 25.1376
O 5.4161 5.476 7.8763
O 0.0533 -0.142 8.0074
O 7.5261 4.2572 8.8085
O 10.8274 6.4862 15.7642
O 9.6256 6.0275 8.6226
O 1.8071 9.003 8.8539
O 3.8815 0.7262 9.0287
O 0.742 3.8639 8.9481
O 9.7677 1.9317 8.9891
O 3.2382 6.7759 8.6159
O 7.8169 8.8643 23.956
O 8.9492 2.5458 24.1996
O 5.2908 6.0758 24.4125
O 2.1628 3.0844 24.1543
O 10.5812 0.4415 24.4527
O 0.1984 4.9105 24.4262
O 3.4469 8.0678 24.3303
O 6.1009 10.7846 24.2975
Si 10.7224 -2.9661 19.7355
Si 11.8734 5.6258 20.7875
Si 2.9245 4.4607 16.8606
Si 15.5431 2.1245 16.8628
Si 2.7776 -2.9913 9.6341
Si 6.1602 -1.3951 15.7633
Si 6.87 -4.0159 11.5731
Si 6.2567 2.9133 19.3192
Si 9.2351 -0.6994 16.3023
Si 6.3756 0.2143 20.41
Si 10.5945 3.0503 9.8801
Si 0.5623 12.0567 20.9224
Si 3.8964 0.6511 10.662
Si 1.9304 10.3651 12.7416
Si 15.1911 -0.4917 18.0756
Si 7.2137 -0.6834 23.2451
Si -2.101 3.2254 17.5133
Si 6.0203 12.2714 14.4482
Si 6.669 6.6737 14.4775
Si 14.6146 7.2106 20.8
Si -1.2593 1.2902 23.4322
Si 0.8967 -5.348 14.8517
Si 5.2503 5.6695 18.7496
Si 3.5818 2.7322 12.7615
Si 8.6324 5.1707 9.6158
Si 9.2421 -0.5144 19.3336
Si 7.8521 6.0439 17.0471
Si -5.3341 -1.5291 10.2665
Si 3.9238 -4.3186 23.7597
Si 4.5111 5.7411 12.8368
Si 0.5314 1.9399 12.7311
Si -1.9412 1.8531 14.6345
Si 1.5763 4.5378 23.6645
Si 0.6663 -7.6056 18.8164
Si 10.2861 7.5847 16.8078
Si 1.9884 7.3181 12.5011
Si 2.3148 -1.1791 20.2663
O 5.1442 -0.1908 19.416
O 4.8087 2.0553 13.6231
O 11.1304 -3.4231 18.2071
O 4.9946 2.5644 18.3636
O -0.7752 13.3617 13.619
O -4.5329 -0.6807 21.7961
O 3.7137 4.3487 12.6849
O -5.6358 -0.1173 11.0423
O 7.4697 -3.9613 13.0895
O 12.7129 -7.2852 17.6841
O 5.3999 5.6891 14.1975
O 2.0161 2.4818 13.2491
O 7.6564 -1.0805 16.3165
O 10.2629 2.7513 18.1187
O -1.328 -0.1612 17.7902
O 9.5284 0.4059 15.1588
O 2.9929 10.7083 13.9341
O 8.4689 0.3179 22.9179
O 3.5242 7.031 12.9628
O 1.0799 6.2605 13.3565
O 16.8683 4.4826 19.6934
O 3.7436 3.2684 16.0988
O 7.6288 2.6691 18.4602
O 7.5269 1.7082 13.891
O 7.6537 -5.103 15.4485
O 10.7486 1.7423 22.2591
O 10.2859 0.3223 20.2238
O -2.9911 6.245 10.5975
O 3.7633 0.7491 17.1035
O 6.1244 -2.881 15.1238
O 5.1021 -1.4299 17.0311
O 8.7831 2.8108 15.9417
O 0.3693 4.7173 19.5849
O 5.5038 6.0114 11.559
O 10.6939 6.7722 20.8586
O 4.1629 -2.2696 10.0879
O 2.841 -1.0222 18.7108
O 2.332 -4.561 20.39
O 8.7286 7.3793 17.2651
O -8.2764 -0.2161 11.3143
O 6.3136 9.7729 8.8427
O 3.808 2.1633 11.2447
O 12.8477 11.1085 21.1226
O 1.9594 -3.7126 10.8592
O 9.3357 -2.1106 19.7112
O 8.7464 4.8378 17.6356
O 5.9552 1.8887 15.9927
O 4.808 6.9366 19.6685
O 3.9355 5.2416 17.875
O 1.4817 8.8121 12.8622
O 6.4045 6.2015 17.7451
O 2.3039 -5.4875 15.7196
O 6.273 1.8681 20.5954
O 11.3129 2.3815 11.1716
O 11.8678 8.9689 20.2281
O 4.2617 -4.2906 22.191
O 5.8194 -0.2925 14.5905
O 10.2776 -1.9259 16.0156
O -1.4015 4.1365 10.4765
O 7.726 -0.0783 19.5895
O 12.1 2.2677 19.9366
O 2.7047 5.6113 24.1114
O 0.5605 0.3106 12.8336
O 14.3443 -2.1315 21.0211
O 1.2269 4.677 22.0813
O 6.5921 -2.4784 11.1252
H 0.2872 -6.664 14.6644
H 2.6729 10.7336 14.8493

Results
free energy: -135767.147 eV
free energy less fixed offsets of H -15.97, O -568.88, Si -635.61 eV per atom: 0.123 eV

Forces (eV/angstrom), in the order of the atoms: element, x, y, z
Si -0.049 0.0439 0.1
Si 0.0701 -0.0575 0.2356
Si -0.0381 0.0261 -0.0178
Si 0.0203 -0.0208 0.0609
Si 0.1182 -0.0273 0.2025
Si -0.0823 0.0492 0.1082
Si 0.0256 -0.0387 0.037
Si 0.0292 0.0115 0.0473
Si -0.0669 0.0193 -0.007
Si -0.004 -0.0507 -0.0455
Si 0.0117 0.0772 -0.015
Si 0.0352 0.0162 -0.0296
Si -0.0374 -0.048 -0.0503
Si -0.0598 0.0015 -0.0348
Si 0.0655 0.0035 -0.053
Si -0.0185 0.0625 -0.0365
Si -0.0013 -0.0061 0.0253
Si -0.009 0.0011 -0.0037
Si 0.005 -0.0111 0.0002
Si 0.0139 -0.0044 0.0065
Si -0.0112 -0.0021 -0.0088
Si 0.0296 -0.0077 -0.0053
Si 0.0127 -0.0323 -0.0054
Si -0.0247 0.0075 0.0115
Si 0.2389 0.1598 0.4051
Si 0.0142 0.0347 -0.2632
Si 0.0849 0.1369 -0.1671
Si -0.256 0.2441 0.2488
Si 0.0016 0.0056 -0.3926
Si 0.1633 0.0398 0.46
Si -0.1067 0.0504 0.1471
Si 0.0327 0.0914 -0.1796
Si 0.0683 -0.0121 -0.007
Si 0.0116 0.0562 -0.0039
Si 0.103 0.0395 -0.0115
Si 0.012 0.0175 -0.0311
Si 0.0117 0.0818 -0.0098
Si 0.042 -0.0726 0.0142
Si -0.0141 0.0029 -0.027
Si 0.1125 0.0353 -0.0059
Si -0.0156 0.0201 -0.0179
Si 0.0069 -0.0179 -0.02
Si -0.054 0.0611 0.0039
Si 0.0433 0.0106 -0.0223
Si -0.0198 -0.0764 -0.0178
Si -0.044 0.0252 -0.028
Si -0.0123 -0.0062 -0.0254
Si -0.0642 0.0134 -0.0056
Si 0.0518 -0.0438 0.0144
Si -0.0043 0.0432 0.0017
Si 0.0072 -0.0278 0.0479
Si 0.0207 -0.0286 0.0035
Si -0.0077 0.0499 0.0063
Si -0.0081 0.0032 0.0155
Si 0.0631 0.0013 0.0052
Si 0.019 -0.0132 0.0434
Si -0.0683 0.0532 -0.0191
Si -0.0612 -0.0846 0.0118
Si 0.0244 0.0674 0.0162
Si -0.0682 -0.0094 0.0282
Si -0.1172 -0.155 -0.0047
Si -0.0318 -0.0295 0.0221
Si -0.1083 -0.0502 0.0007
Si 0.0826 0.0415 -0.0126
Si -0.1553 -0.2663 -0.2071
Si 0.1804 0.0881 0.3765
Si 0.3454 -0.1945 -0.2743
Si -0.1262 -0.2533 0.1309
Si -0.019 -0.067 -0.0873
Si -0.4181 -0.3545 -0.2535
Si -0.0326 -0.0606 0.0752
Si 0.0585 0.3972 -0.1845
Si -0.0226 0.0052 -0.0252
Si -0.0006 0.0016 0.0237
Si -0.0388 -0.0204 0.0034
Si 0.0474 -0.0242 -0.0192
Si 0.0178 0.0058 0.0259
Si -0.0164 0.0123 -0.0566
Si 0.011 0.015 -0.0705
Si 0.0067 0 0.0164
Si 0.039 -0.0151 0.0613
Si -0.0136 0.0159 -0.0083
Si -0.0186 0.0213 0.0669
Si 0.0473 -0.0208 -0.0428
Si 0.002 0.0392 -0.004
Si 0.0209 -0.0187 0.0255
Si 0.0232 -0.0241 -0.0317
Si -0.0143 -0.0233 0.0922
Si 0.1279 -0.1378 -0.0763
Si -0.1051 0.0519 -0.0676
Si -0.159 0.2215 -0.1148
Si -0.0161 -0.002 0.0263
Si -0.0324 0.028 -0.0809
Si 0.0529 0.0054 0.044
Si 0.036 -0.1123 0.0054
Si -0.0242 0.0125 -0.0233
O -0.0435 0.0452 -0.0292
O -0.0322 0.0248 -0.0134
O -0.0246 -0.0087 -0.0142
O -0.0265 -0.0762 0.0394
O 0.0333 -0.0393 -0.02
O 0.0178 -0.0205 -0.0142
O 0.0207 -0.0014 0.0075
O 0.0479 0.0607 0.0134
O 0.0026 -0.0058 0.0047
O -0.0036 0.0029 0.0025
O -0.0029 -0.0112 -0.0025
O 0.0048 0.0042 -0.0011
O 0.0044 -0.0231 0.0519
O -0.0286 -0.018 0.0473
O 0.0112 0.0042 0.0197
O -0.0155 0.0124 0.0519
O -0.0119 0.0016 0.0135
O 0.0119 -0.02 -0.0244
O 0.0113 0.0203 -0.0565
O -0.0086 0.0047 0.0037
O -0.0164 0.0148 -0.058
O -0.0164 -0.05 -0.1054
O 0.0043 -0.0014 -0.0093
O -0.0174 0.0007 -0.1089
Si 0.0063 0.0016 0.0062
Si 0.0039 -0.0011 -0.0101
Si -0.0033 0.0017 0.0021
Si -0.0005 0.001 0.0023
Si 0.0083 -0.0081 -0.0225
Si -0.0026 -0.0047 -0.0008
Si 0.0012 0.0008 0.001
Si -0.0017 -0.002 0.0013
Si 0.0036 0.0016 0.0069
Si 0.005 0.0026 -0.009
Si -0.0011 0.0114 -0.0113
Si -0.001 -0.0011 -0.0029
Si 0.0031 -0.0049 0.0089
Si -0.0016 -0.0106 0.0055
Si -0.0049 0.0017 0.0117
Si 0.0627 -0.0063 -0.0185
Si 0.002 -0.0027 0.0052
Si 0.0011 -0.0001 0.0011
Si -0.0017 -0.001 -0.0122
Si -0.0095 -0.0029 0.0003
Si -0.0171 0.0105 0.0011
Si 0.008 0.0049 -0.0027
Si -0.0048 0.005 0.0058
Si -0.0083 0.0009 0.0002
Si -0.0008 0.0116 -0.0188
Si 0.0113 0.0057 0.0051
Si -0.0059 -0.0027 -0.0005
Si 0.0026 -0.0165 -0.006
Si -0.0238 0 0.0258
Si -0.0015 -0.001 -0.0045
Si 0.0048 -0.0047 0.0042
Si 0.0032 -0.0011 0.0024
Si 0.0377 -0.0007 0.0262
Si -0.0019 0.0085 0.0135
Si 0.0076 -0.0047 0.0053
Si 0.0066 0.0025 -0.0046
Si -0.0039 0.0029 0.0009
O -0.0006 0.0002 -0.0005
O 0.0074 -0.0049 0.0027
O -0.0008 -0.0015 -0.0025
O 0.002 0.0001 0.0034
O -0.0071 0 0.004
O -0.0123 -0.009 -0.0251
O 0.0024 -0.001 -0.0028
O -0.0012 0.0113 -0.0026
O -0.0022 -0.0009 0.0111
O -0.0051 0.0034 0.0088
O 0.0045 0 0.0067
O 0 -0.0022 -0.0006
O -0.0015 -0.0013 -0.002
O 0.006 0.0046 -0.0002
O -0.0007 0.0015 -0.0012
O -0.0021 -0.0002 0.0002
O -0.0119 0.0024 0.0182
O -0.0068 -0.0085 0.0101
O -0.0022 -0.0032 -0.0015
O -0.0066 -0.0073 0.0033
O 0.0021 -0.0019 0.0042
O 0.0002 -0.0027 0.003
O 0.0028 0.003 -0.0004
O -0.0028 -0.0018 0.0016
O 0.004 -0.0035 0.0035
O 0.0038 0.0031 0.0064
O -0.0054 -0.0038 0.0024
O -0.0017 0.0026 0.0043
O 0.0055 0.0019 0.0002
O -0.0009 0.0103 0.0059
O 0.0062 -0.0002 -0.0033
O 0.0005 0.0005 -0.0012
O 0.0001 -0.0163 0.0007
O -0.0018 0.0001 0.0029
O -0.0022 0.0003 0.0037
O 0.0072 0.0071 0.0037
O 0.0048 0.002 -0.0044
O 0.0004 -0.0009 0.0028
O -0.0009 0.0029 -0.0011
O -0.0014 0.0027 -0.0003
O -0.0085 0.0073 0.0231
O 0.0004 -0.0044 -0.0051
O 0.0025 -0.0041 0.0063
O -0.0042 -0.0027 0.0091
O -0.0007 -0.0035 0.0057
O 0.0008 0.0004 0.0028
O -0.0027 0.001 0.0024
O 0.009 -0.004 -0.002
O 0.0002 -0.0019 -0.0009
O 0.0043 0.0131 -0.0009
O 0.0063 0.001 0.0028
O 0.0002 -0.0033 0.0011
O 0.0009 -0.0011 0.006
O 0.0043 -0.0049 0.0049
O -0.0048 0.0008 -0.0013
O 0.0057 0.0022 -0.0097
O 0.0022 0.0004 0.0049
O -0.0002 0.0038 -0.0024
O 0.0021 -0.0029 0.0092
O -0.0062 -0.0021 0.0026
O -0.0023 0.0083 -0.006
O 0.0015 -0.002 -0.0018
O 0.0041 0.0026 -0.0024
O -0.0004 -0.0019 0.0079
O -0.0066 -0.0038 -0.017
O 0.0038 -0.005 0.0007
H 0.002 0.0009 0.0024
H 0.0089 0 -0.0336

The program warned: the cutoff lies below the one the program advises for these potential files; the forces do not sum to zero within the program's tolerance; the exchange-correlation potential is rough where the density is thin.
